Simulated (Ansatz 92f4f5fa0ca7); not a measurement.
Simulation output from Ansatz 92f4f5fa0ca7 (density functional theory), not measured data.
Periodic cell of 226 atoms, Si132O92P2, from a study of silicon, its oxide and their interface. The atomic structure is a simulated model.
Doubt: the cutoff is far below the 930 eV that the study's wrapper takes by default for these files, so forces and energies are approximate.
This geometry differs little from another in the collection (a relaxation step or a small displacement).

Settings: functional PBE; potential files Ansatz PAW; basis plane waves; wave-function cutoff 580 eV; density cutoff ratio 5; exchange-correlation grid ratio 1; k mesh 1 x 1 x 1, Gamma-centred; self-consistency stop 5e-08 eV per atom in the density residual; occupations fixed; spin none; net charge 0.

Cell vectors (angstrom)
a, 10.938, 0, 0
b, 0, 10.938, 0
c, 0, 0, 31.9494

Atoms and the computed forces on them: element, x, y, z (angstrom), force x, y, z (eV/angstrom)
P, 10.7132, -0.0976, 24.0357, -0.1035, -0.1151, 0.002
Si, 5.0146, 0.1529, 24.6561, -0.0265, -0.0838, 0.0287
Si, 2.7323, 2.3549, 24.6877, 0.037, -0.2009, -0.0908
Si, 8.6014, 2.3155, 24.4667, -0.0644, -0.0181, 0.1761
Si, 10.6824, 5.5859, 24.3246, -0.0412, 0.0209, 0.1064
Si, 5.1491, 5.6532, 24.4473, -0.0261, -0.0111, -0.0546
Si, 2.9234, 7.9443, 24.4162, -0.0571, 0.0299, -0.0339
Si, 8.4203, 7.8786, 24.4351, 0.0021, -0.014, -0.0948
P, 1.3398, 1.2701, 26.1166, 0.0723, 0.0199, -0.1832
Si, 6.8111, 1.3246, 25.7046, -0.0038, 0.0345, -0.0296
Si, 3.9903, 4.058, 25.7705, 0.0136, -0.0029, -0.0343
Si, 9.7153, 3.9415, 25.7929, 0.0167, -0.0536, -0.0004
Si, 1.3227, 6.7708, 25.6987, -0.0283, -0.033, -0.0366
Si, 6.8066, 6.7464, 25.7616, 0.0691, 0.0403, 0.0149
Si, 3.9623, 9.4899, 25.9423, -0.0519, -0.0112, 0.0458
Si, 9.5781, 9.5256, 25.7009, 0.025, 0.0234, -0.0518
Si, 2.6921, -0.0424, 27.3604, -0.0476, -0.0213, 0.0395
Si, 8.1917, -0.0437, 27.0908, 0.0293, -0.0644, -0.0519
Si, 0.1336, 2.7416, 27.3126, -0.0769, 0.0176, 0.0408
Si, 5.4866, 2.7455, 27.105, 0.011, -0.0044, -0.0168
Si, 2.6801, 5.4495, 27.1514, -0.0234, 0.0065, 0.004
Si, 8.2166, 5.3484, 27.0991, 0.0136, -0.0328, -0.0171
Si, 0.0234, 8.1931, 27.1022, -0.0462, 0.0885, -0.0546
Si, 5.5055, 8.1764, 27.1749, -0.0149, 0.0292, 0.0159
Si, 4.155, 1.3692, 28.5352, 0.0127, -0.0562, 0.0312
Si, 9.5579, 1.3411, 28.4973, 0.0253, 0.0757, 0.0185
Si, 1.4166, 4.1404, 28.6415, -0.0533, 0.0257, -0.0344
Si, 6.835, 4.0778, 28.5256, 0.0155, 0.0048, -0.0064
Si, 4.0996, 6.813, 28.4993, 0.0172, 0.0301, 0.04
Si, 9.5649, 6.8051, 28.4462, -0.008, -0.0189, 0.0174
Si, 1.3022, 9.5104, 28.6184, 0.062, 0.0574, -0.0978
Si, 6.8659, 9.558, 28.5304, -0.0183, 0.0007, -0.0239
Si, -0.0329, 0.0003, 29.916, -0.0191, 0.0083, 0.0194
Si, 5.4948, -0.0147, 29.9006, 0.0207, 0.035, 0.022
Si, 2.7734, 2.7206, 29.9175, -0.0038, -0.0462, 0.0157
Si, 8.2036, 2.717, 29.8866, 0.007, 0.0129, 0.0061
Si, -0.0232, 5.4936, 29.9058, 0.0352, 0.0343, 0.0191
Si, 5.4667, 5.4595, 29.8867, -0.002, 0.0021, 0.0052
Si, 2.7461, 8.1769, 29.9065, 0.0384, -0.0264, 0.0038
Si, 8.2269, 8.1786, 29.8736, -0.0014, -0.0316, -0.0036
Si, 1.3673, 1.3673, 31.2657, 0.0894, 0.0282, -0.0728
Si, 6.8362, 1.3673, 31.2657, 0.1462, -0.0118, 0.075
Si, 4.1018, 4.1018, 31.2657, 0.166, -0.0285, 0.1428
Si, 9.5708, 4.1018, 31.2657, -0.1251, -0.0915, -0.087
Si, 1.3673, 6.8362, 31.2657, -0.005, 0.018, 0.1365
Si, 6.8362, 6.8362, 31.2657, 0.0788, 0.0033, -0.1769
Si, 4.1018, 9.5708, 31.2657, 0.0356, -0.0403, -0.0538
Si, 9.5708, 9.5708, 31.2657, -0.1912, -0.1979, 0.0852
Si, 2.7345, 0, 0.6835, 0.0105, 0.0654, 0.0174
Si, 8.2035, 0, 0.6835, -0.0246, 0.0733, -0.1114
Si, 0, 2.7345, 0.6835, 0.0721, 0.1141, 0.0274
Si, 5.469, 2.7345, 0.6835, -0.0021, 0.117, 0.102
Si, 2.7345, 5.469, 0.6835, -0.0558, -0.014, -0.076
Si, 8.2035, 5.469, 0.6835, -0.0098, 0.1007, -0.0132
Si, 0, 8.2035, 0.6835, 0.0736, 0.1224, 0.1452
Si, 5.469, 8.2035, 0.6835, 0.0416, 0.1293, 0.0781
Si, 4.0962, 1.3784, 2.0628, -0.0033, 0, -0.0003
Si, 9.5954, 1.3463, 2.0422, 0.0237, -0.0147, -0.0038
Si, 1.3515, 4.1375, 2.0546, -0.0334, 0.0044, 0.0023
Si, 6.8268, 4.134, 2.0454, -0.0287, 0.0054, -0.0184
Si, 4.0884, 6.8453, 2.0433, 0.002, 0.0221, -0.0027
Si, 9.5727, 6.8395, 2.0636, 0.0145, -0.0062, -0.002
Si, 1.3577, 9.6042, 2.0557, -0.0311, -0.0119, -0.0084
Si, 6.8296, 9.6124, 2.0462, -0.0467, 0.0031, -0.0006
Si, 0.0288, 0.034, 3.4779, 0.0059, 0.0081, -0.0337
Si, 5.479, 0.0343, 3.4516, 0.0097, 0.0142, -0.0222
Si, 2.7082, 2.7679, 3.3994, 0.0443, -0.0005, 0.0119
Si, 8.2541, 2.7764, 3.3323, -0.0282, -0.0044, 0.0702
Si, 0.0243, 5.5151, 3.4766, -0.0098, -0.002, -0.0388
Si, 5.4682, 5.5229, 3.4272, 0.0232, -0.0148, -0.0045
Si, 2.7295, 8.2381, 3.3921, 0.018, 0.0008, 0.0189
Si, 8.2399, 8.2868, 3.3817, -0.0097, -0.045, 0.0229
Si, 1.3721, 1.4542, 4.8447, 0.0168, 0.0131, 0.0167
Si, 6.9075, 1.4717, 4.7227, 0.019, 0.0178, -0.0135
Si, 4.0542, 4.15, 4.7528, 0.003, -0.0062, -0.0076
Si, 9.5948, 4.0768, 4.7771, 0.0031, -0.0023, -0.0054
Si, 1.3623, 6.9712, 4.8389, 0.0168, 0.0115, 0.0028
Si, 6.8371, 6.9863, 4.7267, 0.0169, 0.0181, -0.0093
Si, 4.088, 9.5703, 4.7851, 0.0036, -0.0054, -0.0016
Si, 9.6181, 9.5757, 4.8375, 0.0035, 0.0032, 0.0066
Si, 2.7578, 0.0366, 6.1334, -0.0091, -0.0145, 0.0007
Si, 8.2938, 0.1186, 6.0874, -0.0074, 0.0052, -0.0059
Si, 0.0138, 2.798, 6.3025, -0.0099, -0.0002, 0.0022
Si, 5.511, 2.8363, 6.0619, -0.0005, -0.0012, -0.0105
Si, 2.7518, 5.5909, 6.1308, -0.0072, -0.0094, -0.0042
Si, 8.2527, 5.5961, 5.9546, -0.0056, -0.002, -0.007
Si, 0.0459, 8.3054, 6.3662, -0.0005, -0.0047, 0.0004
Si, 5.4969, 8.3017, 6.2157, -0.0027, -0.0045, -0.0027
Si, 4.4247, 1.1804, 7.3199, 0.0041, -0.0012, 0.0132
Si, 9.8088, 1.1483, 7.6172, 0.0079, -0.0069, 0.0121
Si, 1.177, 4.5021, 7.4965, 0.0018, 0.0115, 0.0205
Si, 6.6382, 4.5394, 7.2391, -0.0037, -0.0041, 0.0066
Si, 4.3226, 6.7026, 7.5288, 0.0024, -0.0072, 0.0209
Si, 9.7297, 6.612, 7.4962, 0.0018, -0.0039, 0.0152
Si, 1.279, 9.9403, 7.6949, -0.0009, 0.0074, 0.0208
Si, 6.7193, 9.9639, 7.4041, -0.0048, -0.001, 0.0197
O, 9.4578, 1.0201, 23.7893, -0.0002, 0.096, 0.0193
O, 4.0818, 6.8361, 23.926, 0.0287, -0.0172, 0.0017
O, 3.8616, 1.2523, 24.1613, -0.0287, 0.0782, 0.0129
O, 9.5065, 6.7045, 23.9154, -0.0202, 0.0248, -0.0087
O, -0.0247, 5.5458, 8.011, 0.0001, -0.0028, -0.0082
O, 5.5726, 0.1267, 7.9064, -0.0041, -0.0019, -0.0098
O, 0.0703, 0.088, 8.142, -0.0012, 0.0029, -0.0095
O, 5.5312, 5.6089, 7.8725, -0.0072, 0.0088, -0.0045
O, 7.5882, 3.9472, 8.4295, 0.0001, 0.0042, -0.0129
O, 8.7312, 7.0439, 8.7607, -0.0003, -0.0028, -0.0182
O, 2.1767, 9.4525, 9.0338, -0.0071, 0.0025, -0.0194
O, 8.89, 1.6699, 8.9206, 0.0008, -0.002, -0.0123
O, 7.6133, 9.4662, 8.7032, -0.0026, 0.0049, -0.0136
O, 3.6062, 1.8191, 8.5897, 0.0004, -0.0014, -0.0047
O, 3.5795, 7.2164, 8.9342, -0.0014, 0.0008, -0.0077
O, 2.0653, 4.0091, 8.8079, -0.0043, 0.0032, -0.0143
O, 8.155, 3.4499, 23.3374, 0.027, -0.0313, 0.0073
O, 0.4125, 4.9543, 22.9269, 0.0423, -0.0411, -0.0849
O, 1.7511, 2.7589, 23.4273, 0.0372, -0.0814, 0.1131
O, 5.8432, 4.9027, 23.1442, 0.0055, 0.0105, 0.0169
O, 5.4149, 10.0849, 23.4162, -0.0157, 0.0574, -0.0028
O, 2.2292, 8.6641, 23.0854, 0.0591, -0.0345, 0.0134
O, -0.2782, 9.6894, 22.7669, 0.0063, 0.0856, 0.0792
O, 7.6749, 8.5839, 23.1288, 0.0045, -0.0033, 0.0249
Si, 8.6425, 7.6646, 18.4048, 0.0027, 0.005, 0.0278
Si, 8.7865, 6.3517, 13.6347, -0.0026, -0.0008, 0.0033
Si, 3.7919, 1.5176, 14.7181, -0.0003, -0.0047, 0.0065
Si, 2.1405, 5.6819, 17.625, 0.0045, 0.0021, 0.0083
Si, 2.4064, 3.0975, 19.5535, -0.0022, 0.0026, -0.0344
Si, 9.8124, 9.0266, 12.0851, 0.0007, -0.0029, 0.0114
Si, 1.1545, 9.258, 22.0073, -0.1591, -0.0484, 0.0104
Si, 9.1742, 0.967, 13.2036, -0.0006, -0.0041, 0.0053
Si, 1.4144, 5.0406, 13.0151, -0.0002, -0.0027, 0.0045
Si, 1.7921, 8.2374, 12.8097, 0.0002, -0.0017, 0.0098
Si, 6.5913, 9.5767, 22.4211, 0.0402, -0.0616, 0.0282
Si, 4.5375, 4.5681, 15.6972, -0.0072, -0.0032, 0.0127
Si, 8.2034, 3.0099, 9.5812, -0.0029, 0.0019, 0.0149
Si, 0.8341, 8.1876, 19.1797, -0.0013, -0.0427, 0.0565
Si, 6.9345, 1.348, 21.0904, -0.0258, -0.0136, -0.0062
Si, 8.2238, 8.3082, 9.6721, -0.0008, -0.0002, 0.0174
Si, 10.8729, 5.1561, 15.5925, 0.0015, 0.0025, 0.0194
Si, 7.5581, 9.4817, 16.302, -0.0056, -0.0092, 0.0087
Si, 9.9057, 2.0585, 20.3004, -0.0301, 0.0061, -0.0662
Si, 3.2123, 8.5014, 9.9087, 0.0039, -0.0038, 0.0107
Si, 6.6809, 3.3244, 17.415, -0.0036, -0.001, 0.0055
Si, 1.0977, 0.1663, 19.8167, 0.0047, -0.0422, 0.0034
Si, 3.2308, 2.8052, 12.2934, 0.0005, -0.0064, 0.0074
Si, 7.2012, 5.3767, 19.6841, -0.0035, 0.0161, 0.0074
Si, 5.7467, 8.6575, 11.54, 0.0005, 0.0034, 0.0091
Si, 5.7861, 6.0647, 13.2019, 0.0002, -0.0038, 0.0091
Si, 4.6303, 9.6904, 17.6117, -0.003, -0.0118, 0.0156
Si, 0.9848, 3.5688, 22.2365, -0.0357, 0.0935, -0.0648
Si, 4.8816, 1.4622, 18.8017, -0.0065, -0.005, -0.001
Si, 3.1938, 3.079, 9.5136, 0.0087, 0.0029, 0.0103
Si, 6.4533, 10.8105, 13.7768, 0.0008, -0.0034, 0.0081
Si, 10.3439, 0.1, 15.9769, 0.0026, -0.0068, 0.0078
Si, 5.6597, 3.6485, 11.1562, 0.0001, 0.0029, 0.0069
Si, 9.8415, 3.8957, 11.8975, 0.0003, -0.0012, 0.0091
Si, 2.3396, 9.9088, 15.5354, 0.0037, 0.0001, 0.0092
Si, 6.0768, 8.1119, 19.7874, 0.0013, -0.0019, 0.0383
Si, 6.9301, 3.9566, 22.3811, -0.0201, 0.0193, 0.0019
Si, 9.7416, 2.7472, 17.3775, -0.0018, -0.0022, 0.0087
O, 7.1961, 6.3683, 13.9759, -0.001, -0.0032, -0.0051
O, 1.9054, 7.0354, 18.6054, 0.001, -0.0058, -0.0205
O, 10.2541, 3.9837, 16.4925, 0.0008, -0.0053, -0.0055
O, 6.1596, 9.9561, 17.0377, -0.0023, 0.0011, -0.0078
O, 10.1398, 0.7161, 14.4852, -0.0021, 0.0004, -0.0047
O, 8.4265, 6.088, 18.8419, -0.0018, -0.0048, -0.01
O, 5.166, 0.6641, 14.4164, 0.0009, -0.0029, -0.0037
O, 5.6839, 2.046, 17.5172, -0.0045, -0.0036, -0.0013
O, 8.3192, 1.9699, 20.5528, 0.0248, 0.0012, -0.0053
O, 1.9857, 4.2751, 18.4803, -0.0052, -0.0129, -0.0005
O, 6.9618, 2.7926, 10.6429, 0.0021, -0.0009, -0.0075
O, 4.8669, 2.6992, 12.2198, 0.0003, -0.0025, -0.0058
O, 6.0427, 4.3651, 16.3306, 0.0021, -0.0063, -0.0037
O, 4.5611, 3.9138, 9.9408, -0.0037, -0.0005, -0.0082
O, 10.6697, 2.7498, 21.5703, 0.0409, -0.0146, 0.0467
O, 9.7217, 6.1426, 14.9714, 0.0009, -0.0068, -0.0054
O, 6.0006, 6.4769, 19.8474, -0.0016, -0.0052, -0.0102
O, 4.0715, 0.1461, 18.2821, 0.0049, 0.0001, -0.0041
O, 9.2671, 10.5513, 12.288, 0.0013, -0.0074, -0.0051
O, 2.8499, 4.3473, 12.7066, 0.0001, -0.0032, -0.0023
O, 1.7508, 10.6025, 21.2508, -0.0126, 0.0352, 0.0148
O, 3.9809, 2.6886, 19.4069, 0.0051, -0.0068, 0.0014
O, 0.7262, 10.0275, 15.9533, -0.0035, -0.002, -0.0066
O, 1.2333, 9.7751, 18.8304, 0.0044, 0.0121, -0.0166
O, 1.703, 1.616, 19.3358, -0.0078, -0.011, 0.0118
O, 8.9376, 10.3574, 16.4914, 0.0025, 0.001, -0.0076
O, 4.8784, 8.5604, 18.7691, -0.0003, -0.0028, -0.0115
O, 9.5637, 8.7535, 10.4938, -0.0035, -0.0032, -0.0088
O, 6.714, 4.0729, 18.8588, -0.0022, -0.0104, -0.0063
O, 2.8345, 1.7018, 13.3951, 0.0005, -0.0006, -0.0107
O, 5.8131, 8.7745, 21.2421, -0.0159, -0.0056, -0.0202
O, 2.5386, 2.4416, 10.8697, 0.0004, -0.0003, -0.0102
O, 7.6022, 4.8352, 21.1729, -0.007, -0.0094, -0.0031
O, 5.2106, 7.4721, 12.5586, 0.0001, 0.0015, -0.0043
O, 0.4327, 9.0551, 12.4947, -0.0003, -0.0021, -0.0053
O, 7.5791, 1.0549, 13.5738, 0.0018, -0.0022, -0.0045
O, 7.1069, 9.6231, 14.7297, -0.001, 0.0009, -0.0069
O, 8.9827, 5.0302, 12.6918, -0.0005, -0.0037, -0.0045
O, 8.0581, 8.0077, 16.8848, -0.0043, -0.0044, -0.0056
O, 6.189, 2.5634, 21.9125, 0.0014, 0.0016, 0.0012
O, 2.4569, 9.0524, 14.1018, -0.0002, -0.0049, -0.0103
O, 0.4247, 4.4877, 11.8401, -0.0022, -0.0023, -0.0031
O, 0.8258, 8.1366, 20.8379, 0.024, -0.0219, -0.0366
O, 9.3803, 3.8246, 10.3446, -0.002, -0.001, -0.0097
O, 9.6582, 2.3848, 12.5333, 0.0008, 0.0025, -0.0054
O, 7.6247, 8.5383, 19.3736, 0.0071, -0.0081, -0.0158
O, 2.5487, 8.1484, 11.3612, -0.0005, -0.0005, -0.0069
O, 3.9865, 3.0338, 15.3546, -0.0009, -0.0055, -0.0065
O, 0.8087, 4.4533, 14.4106, -0.0016, -0.002, -0.0056
O, 10.0519, 3.0038, 18.9637, -0.0052, -0.0043, 0.0004
O, 9.1442, 7.8013, 12.9559, 0.0008, 0.0013, -0.005
O, 10.4475, 0.5306, 20.0414, 0.0029, 0.0106, 0.0178
O, 6.0305, 5.0336, 11.9371, -0.0007, -0.0035, -0.0048
O, 8.1374, 2.6992, 17.0504, -0.0026, -0.0046, -0.0027
O, 3.5354, 5.4065, 16.7363, 0.0007, 0.0017, -0.0094
O, 4.662, 9.1206, 10.3862, -0.0016, -0.0014, -0.0032
O, 1.5265, 6.6603, 13.1846, 0.0003, -0.0023, -0.0041
O, 4.7609, 5.4802, 14.3463, 0.0028, 0.0004, -0.0084
O, 2.0723, 3.7555, 21.0201, -0.0108, -0.0022, 0.0249
O, 10.5397, 1.3758, 16.9803, -0.0003, -0.0004, -0.0079
O, 0.948, 5.9819, 16.5511, -0.0117, -0.0111, -0.0103
O, 7.3247, 10.9432, 21.9178, 0.017, 0.0309, -0.0066
O, 5.927, 0.9021, 19.9095, 0.003, -0.0062, -0.0026
O, 6.0769, 10.0214, 12.3895, -0.0002, -0.0049, -0.0085
O, 2.8439, 0.5308, 15.5932, -0.0019, -0.0018, -0.0054
O, 7.0483, 7.9963, 10.7734, 0, -0.0018, -0.0111
O, 10.2389, 7.9669, 18.6003, -0.0155, -0.0051, -0.0199
O, 3.441, 9.1837, 16.5673, -0.0035, -0.0028, -0.0063

Results
free energy: -137746.893 eV
free energy less fixed offsets of O -568.88, P -755.39, Si -635.61 eV per atom: 1.367 eV

The program warned: the cutoff lies below the one the program advises for these potential files; the exchange-correlation potential is rough where the density is thin.
